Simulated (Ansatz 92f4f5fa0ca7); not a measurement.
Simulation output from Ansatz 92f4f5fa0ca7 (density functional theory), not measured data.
Periodic cell of 153 atoms, Si99O54, from a study of silicon, its oxide and their interface. The atomic structure is a simulated model.

Settings: functional r2SCAN; potential files Ansatz norm-conserving; basis plane waves; wave-function cutoff 1300 eV; density cutoff ratio 4; exchange-correlation grid ratio 1; k mesh 2 x 2 x 1, shifted by 0.5 0.5 0.5 of a step; self-consistency stop 5e-08 eV per atom in the density residual; occupations Fermi-Dirac, 0.05 eV; spin none; net charge 0.

Cell vectors (angstrom)
a	11.54	0	0
b	0	11.54	0
c	0	0	20.5556

Atoms and the computed forces on them: element, x, y, z (angstrom), force x, y, z (eV/angstrom)
Si	0.9024	0.842	-0.695	0.4211	2.4536	4.3032
Si	0.3565	4.0148	0.4579	-0.2618	-0.1977	0.2838
Si	0.0257	7.1384	0.3316	0.9814	-3.0823	1.7149
Si	5.1226	-1.1087	0.3584	-1.2515	-0.8252	-5.016
Si	4.3162	4.7359	0.2147	-0.7968	-0.2135	-3.2437
Si	3.9922	7.6577	0.4874	-0.3428	2.0361	0.5188
Si	9.0152	-0.7099	-0.888	-0.7198	-1.5694	0.8979
Si	8.6719	4.7741	-1.4365	-1.3085	-1.8997	0.659
Si	7.9645	7.0593	1.2171	-4.9033	-1.0301	-2.415
Si	2.9325	0.2792	0.9622	-0.731	-0.6434	-0.4705
Si	2.623	3.8855	1.6844	-2.1054	0.5338	0.8727
Si	1.8406	7.461	1.7259	0.9641	0.4112	0.0517
Si	7.1007	-0.5741	1.4317	1.9816	2.3365	-0.3759
Si	6.273	4.6231	1.489	0.5709	-0.4793	0.5395
Si	5.6877	7.6394	2.365	0.4337	0.2423	-1.603
Si	9.356	0.2521	1.2835	0.0532	-1.4774	-0.6977
Si	9.4298	4.0202	1.3605	0.7304	0.2801	-0.1838
Si	9.9244	7.6565	1.8638	1.0576	0.8692	0.3697
Si	1.9816	1.6281	2.6262	1.6878	1.1068	0.1743
Si	1.9613	5.8024	3.4934	0.0168	-0.1449	-0.8602
Si	1.4919	9.7285	2.4143	1.2284	-0.0858	-1.206
Si	5.5289	1.4515	1.7976	2.0876	0.452	1.2808
Si	5.5728	5.5971	3.5447	-0.0832	0.5379	-1.988
Si	5.5421	10.1539	2.6637	-1.785	-1.6739	3.0217
Si	9.8727	2.0611	2.5414	-1.4282	0.3751	0.9425
Si	9.4521	5.749	3.1053	0.2259	-0.894	-0.3397
Si	9.6994	9.8637	2.72	-0.0081	0.0395	0.6415
Si	0.1012	2.0305	4.1091	-0.1438	0.0217	-1.4464
Si	-0.3555	5.7747	4.6847	1.5112	-0.9791	-1.7108
Si	0.1833	9.718	4.2458	-1.3722	0.2771	0.7411
Si	4.2876	0.9411	3.8078	-0.3981	2.3295	-1.1276
Si	4.226	5.5686	5.3022	0.253	-4.6055	0.1484
Si	3.0571	9.5612	4.1062	0.7825	-1.2226	0.184
Si	7.3411	1.888	4.1618	0.3951	-1.6801	-2.2065
Si	7.5292	5.9991	4.4992	1.858	-0.0491	0.5221
Si	7.6596	9.7908	4.0866	-0.0323	0.8781	0.2655
Si	0.472	0.2598	5.5091	-1.1425	-1.6809	-0.5149
Si	0.106	3.7757	5.6107	-2.0143	-0.2072	0.2284
Si	-0.6702	7.7766	5.4958	-0.075	2.3011	0.7067
Si	3.3312	-0.1797	5.4709	0.2816	-0.879	2.0398
Si	3.9002	3.2122	5.3645	-1.7407	-0.3324	-1.2175
Si	3.4447	7.4317	5.5022	-1.6262	4.9463	-0.5129
Si	7.3544	0.2164	5.7695	1.1429	-1.5346	-1.072
Si	7.5708	3.7283	5.2681	-0.8142	1.8698	0.8969
Si	8.1347	8.0726	5.6891	-0.9093	-1.6721	-0.1695
Si	1.1733	-0.5159	7.4699	1.1372	0.8066	0.1141
Si	1.8578	2.8828	6.6453	0.5365	0.2079	1.4991
Si	2.1357	7.1887	7.356	-1.1029	-1.1161	0.5863
Si	5.4683	-0.7918	6.7326	-0.8233	0.196	0.2069
Si	5.6762	3.0766	6.6565	1.1623	1.1909	0.4765
Si	5.8286	7.2507	6.6865	0.0207	0.144	0.6474
Si	9.5382	0.0166	6.8732	-0.1002	2.1476	-1.9729
Si	9.3156	3.7437	6.6581	1.2783	-3.6617	-0.3531
Si	9.6381	7.7887	7.527	0.1419	0.7323	-0.3686
Si	1.2636	1.5351	8.5494	-0.4021	1.2389	-0.6841
Si	1.1088	4.8191	8.2402	1.4648	0.9442	-0.2665
Si	1.186	9.0031	8.4512	0.0594	0.0152	0.519
Si	5.5262	1.1975	7.9883	-0.3314	-0.4438	-0.153
Si	5.3084	5.1207	7.9463	1.1325	0.4144	-1.2206
Si	5.365	8.9212	8.3611	0.826	0.5572	-0.8034
Si	9.0237	1.7214	8.5133	4.0655	-2.2971	-2.1808
Si	9.6464	5.4326	7.8371	0.9439	2.4497	1.9686
Si	9.0735	10.1153	8.3822	0.3244	-2.8269	2.2479
Si	-0.7409	2.1274	9.7984	1.4478	0.0467	0.725
Si	-0.1895	5.2347	10.1957	-0.1457	2.6473	-0.4177
Si	-0.6413	9.8145	9.9977	0.9669	-1.26	0.1761
Si	3.4535	1.1661	8.8348	0.0863	-0.8097	1.5531
Si	3.4659	5.9374	8.9225	-1.2956	-0.2239	0.1407
Si	3.3229	8.9503	9.4837	0.1004	1.7211	0.0411
Si	7.1879	2.5541	8.6034	-3.368	2.5774	2.1909
Si	9.2912	6.841	9.6559	-0.7345	-1.1784	1.8666
Si	7.2889	9.391	9.7334	-0.8672	1.5824	-0.8807
Si	0.1776	0.3255	11.102	2.5245	-0.9222	1.5847
Si	-1.3214	3.7505	11.5061	-0.443	-1.1421	-1.343
Si	0.2426	7.5798	11.1657	-3.017	-0.3564	-2.5835
Si	3.4596	-0.3944	10.7269	0.5026	-0.9582	-2.9117
Si	4.7199	5.9657	11.0282	2.0972	-1.9169	2.3101
Si	3.2431	7.7965	11.4391	2.8602	-0.2773	-0.4187
Si	6.2438	0.2258	10.933	0.955	-1.1312	-2.2892
Si	7.4001	4.382	10.4816	0.4983	-0.1118	-0.2075
Si	7.4623	7.8695	11.4306	-0.1821	0.0613	-1.2153
Si	7.4474	-5.4767	15.5347	7.4273	0.846	0.1287
Si	3.5233	3.3545	12.8212	1.3323	3.2142	0.8674
Si	5.6557	-1.5921	15.3061	4.6937	2.2429	2.454
Si	12.2576	2.0954	13.2836	-0.8857	2.6293	-2.0106
Si	11.5296	4.0971	15.5107	0.9142	0.8015	-2.0479
Si	13.8749	5.3001	14.8923	5.205	4.4865	-3.6316
Si	-0.291	-0.0489	17.4388	-4.5667	-2.6688	0.6198
Si	0.0495	6.8142	13.9098	3.3564	-1.3491	0.3584
Si	8.4289	-2.6987	14.1513	0.2887	-0.713	-2.5156
Si	6.8372	3.3688	15.706	0.332	-3.2664	1.5195
Si	5.4876	4.5997	18.1843	-0.4588	-2.8847	0.0755
Si	5.7638	12.6955	13.7206	-2.5897	0.0901	-1.6407
Si	-0.8084	-2.6271	15.7704	1.1989	-0.4918	1.7724
Si	-1.3655	8.391	18.8172	-3.0995	0.8774	-0.3799
Si	-6.6647	18.2492	16.1492	-0.285	3.2716	-0.864
Si	8.0798	7.1558	18.683	2.1069	3.0052	-3.9904
Si	9.3689	2.4442	17.0417	-2.7361	2.782	1.8098
Si	6.726	10.1323	18.1274	2.0437	-0.886	-1.0883
O	-1.5058	1.0412	-3.3266	2.7124	-2.2965	0.3361
O	4.7436	0.9443	0.4465	-1.9755	-1.0182	-0.8342
O	0.7472	2.5564	-0.3812	-0.5582	-0.475	-0.9534
O	-0.0594	5.5464	-0.2055	1.0446	-0.7408	0.2512
O	0.0551	7.9678	-0.9995	-0.9908	2.2986	-2.7479
O	-1.3544	10.2553	-1.9075	4.1994	1.2743	-2.2521
O	4.1292	-5.2173	-0.4408	-0.1079	-1.1773	0.7838
O	4.048	-2.3686	-0.3708	0.4525	-2.0789	3.0073
O	8.0274	6.0723	-3.3779	-1.4334	0.867	-1.7483
O	4.1952	3.8939	-1.5102	2.497	2.6054	2.1618
O	6.3738	10.8748	-3.8132	-2.2278	-2.6068	-3.5073
O	12.449	0.4831	-2.2563	0.5825	0.0328	-2.294
O	7.6949	4.4985	-5.638	-0.0746	1.488	1.5078
O	9.3647	3.434	-2.0577	-0.4892	-2.2243	-2.0695
O	7.3205	-3.0164	-2.6223	-0.6103	0.5585	0.9521
O	5.7429	10.4282	-1.2849	-2.7067	0.3641	3.2999
O	7.8699	11.2136	-1.9509	1.6612	0.6743	0.6042
O	1.7219	6.2297	13.6064	-3.1779	-0.5651	2.0881
O	0.1446	0.6466	12.83	0.6847	-0.3117	-0.7139
O	1.5085	4.7646	16.0651	-5.0998	-1.4838	2.0922
O	2.0789	2.7087	12.5084	-1.5841	-1.0362	0.5586
O	3.9593	4.6954	11.814	-2.3174	-2.2367	1.4348
O	-0.6172	7.3536	12.5223	0.0581	-0.7775	2.2225
O	5.1622	-2.9746	16.2065	-0.7031	-0.5513	-2.4341
O	6.5655	0.5026	12.4388	1.972	2.399	3.6338
O	-2.9747	3.7191	11.5441	0.2627	0.7049	-0.2231
O	6.151	4.8966	11.3454	0.795	-0.215	-1.4064
O	5.9024	7.2345	11.4287	1.0728	0.826	0.4002
O	8.3291	8.765	12.5132	-0.262	-1.1986	-1.2131
O	2.043	0.1672	11.2434	-2.3678	-0.3012	0.5545
O	5.0093	-0.776	11.2849	-3.3597	0.1394	0.0349
O	10.98	2.9824	12.6657	-0.1139	0.8138	0.7023
O	5.5869	3.6393	16.77	1.9075	1.5671	0.2216
O	1.7054	8.0061	11.5404	-1.4219	0.4449	1.4887
O	-0.2221	-1.2111	16.3438	1.4959	1.2982	0.3625
O	0.3708	8.098	14.9168	-1.5916	-1.0455	0.8629
O	3.3064	4.2019	14.3269	0.9658	-3.4222	-2.8889
O	5.1061	-0.2232	14.3808	0.0498	-1.7461	1.5414
O	10.2372	3.4741	16.1976	1.9425	1.2751	-0.7385
O	-4.0658	6.6889	20.0457	-1.2671	1.1247	3.9914
O	12.1952	2.7508	14.755	0.0061	-0.0212	0.9284
O	16.1399	2.1153	12.8164	0.217	-0.2777	1.0725
O	7.1453	-1.9015	14.3829	-5.4347	2.2418	3.0584
O	-1.6873	-2.0907	14.5582	-1.5517	0.2508	-0.0282
O	8.3061	-4.2026	14.5492	-0.9715	-5.0449	3.3155
O	-1.4976	-3.4093	17.1238	2.6194	1.5167	-2.2046
O	3.5726	6.3886	15.3486	-2.4354	-0.1481	1.0033
O	6.0031	6.1994	15.0921	-3.4141	1.4	0.2625
O	6.9147	4.4986	19.0081	-0.1042	-0.3813	-0.7515
O	7.9541	2.1927	16.2522	1.3627	2.2099	1.9261
O	10.9139	5.437	14.5843	0.8001	-0.5093	0.6748
O	6.2143	13.7768	14.7874	-0.9298	-0.9672	-2.3621
O	8.8381	20.7976	20.1456	0.5409	-0.2069	0.4838
O	5.1058	6.0841	17.602	0.1136	0.4133	-0.0978

Results
free energy: -36661.322 eV
free energy less fixed offsets of O -463.61, Si -117.95 eV per atom: 50.668 eV
pressure: -2.35 GPa
stress xx, yy, zz, yz, xz, xy (GPa, positive in tension): 1.28, 4.65, 1.13, -0.15, -0.08, 0.05
